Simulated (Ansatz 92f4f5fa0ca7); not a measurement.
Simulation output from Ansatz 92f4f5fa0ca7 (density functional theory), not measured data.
Periodic cell of 227 atoms, Si134O92H1, from a study of silicon, its oxide and their interface. The atomic structure is a simulated model.
Doubt: the cutoff is far below the 930 eV that the study's wrapper takes by default for these files, so forces and energies are approximate.

Settings
functional: PBE
potential files: Ansatz PAW
basis: plane waves
wave-function cutoff: 580 eV
density cutoff ratio: 5
exchange-correlation grid ratio: 1
k mesh: 1 x 1 x 1, Gamma-centred
self-consistency stop: 5e-08 eV per atom in the density residual
occupations: fixed
spin: none
net charge: +1 e, with a uniform compensating background and no finite-size correction

Cell vectors (angstrom)
a	10.938	0	0
b	0	10.938	0
c	0	0	32.2335

Atoms and the computed forces on them: element, x, y, z (angstrom), force x, y, z (eV/angstrom)
Si	0.2155	-0.4121	24.8152	0.0273	-0.1494	0.1915
Si	5.4907	-0.3262	24.6883	0.2669	-0.1493	0.1088
Si	2.5699	2.917	24.7192	-0.1415	0.1097	0.1003
Si	7.9719	3.1055	24.5273	-0.0608	0.1474	0.1744
Si	0.1867	5.0073	24.6676	0.1089	0.1164	0.1174
Si	5.6695	5.2855	24.8324	0.0283	-0.0418	-0.0004
Si	2.4728	8.2616	24.9654	-0.2405	0.006	-0.1266
Si	7.8062	8.4631	24.6258	0.0354	-0.0776	0.123
Si	1.3599	1.3098	26.0225	0.0347	0.0065	-0.1794
Si	6.8105	1.3549	25.8419	-0.0129	-0.0632	-0.1889
Si	4.0703	4.1069	26.1039	-0.072	-0.018	-0.1329
Si	9.5332	4.0253	26.0911	-0.0488	-0.0626	-0.1679
Si	1.2177	6.7102	26.1127	-0.0574	-0.2147	-0.2401
Si	6.863	6.839	26.1084	-0.03	0.0626	-0.2042
Si	4.0982	9.4693	26.1814	-0.0974	0.0456	-0.1019
Si	9.4593	9.5143	26.0628	-0.0531	-0.0623	-0.1913
Si	2.7438	-0.0003	27.4394	0.017	0.0188	0.1742
Si	8.1724	0.0428	27.3857	-0.0812	0.053	-0.0339
Si	-0.0113	2.6783	27.4293	0.186	-0.0019	0.0654
Si	5.4806	2.6945	27.3835	0.1058	0.1137	0.0091
Si	2.7077	5.4727	27.464	0.0572	-0.0061	0.0178
Si	8.2451	5.4757	27.445	0.0019	-0.0022	0.1207
Si	-0.0791	8.1619	27.4383	0.0682	0.1747	0.0926
Si	5.4931	8.1536	27.494	0.0241	-0.0111	0.1162
Si	4.1018	1.3673	28.8152	0.1328	-0.0592	-0.1317
Si	9.5708	1.3673	28.8152	-0.1845	-0.183	-0.0477
Si	1.3673	4.1018	28.8152	-0.1639	-0.2793	-0.0616
Si	6.8362	4.1018	28.8152	0.0145	-0.1238	-0.4132
Si	4.1018	6.8362	28.8152	-0.167	-0.165	0.2716
Si	9.5708	6.8362	28.8152	-0.1334	-0.1537	0.4966
Si	1.3673	9.5708	28.8152	-0.2164	-0.1366	-0.3331
Si	6.8362	9.5708	28.8152	0.0644	0.2389	-0.1201
Si	0	0	30.1825	-0.0946	-0.0862	-0.0382
Si	5.469	0	30.1825	-0.0254	-0.0074	-0.0323
Si	2.7345	2.7345	30.1825	-0.0039	0.0339	-0.0487
Si	8.2035	2.7345	30.1825	0.0151	0.0111	-0.0401
Si	0	5.469	30.1825	-0.0341	-0.0046	-0.0099
Si	5.469	5.469	30.1825	-0.1102	-0.0557	-0.0301
Si	2.7345	8.2035	30.1825	0.0036	-0.0327	-0.027
Si	8.2035	8.2035	30.1825	0.0443	0.0073	-0.0158
Si	1.3673	1.3673	31.5497	0.0398	-0.012	-0.0209
Si	6.8362	1.3673	31.5497	0.0099	0.0027	-0.0291
Si	4.1018	4.1018	31.5497	0.0133	-0.0211	0.0076
Si	9.5708	4.1018	31.5497	-0.0027	-0.0005	-0.0122
Si	1.3673	6.8362	31.5497	0.0088	-0.0259	-0.0136
Si	6.8362	6.8362	31.5497	-0.0171	0.0371	-0.0195
Si	4.1018	9.5708	31.5497	0.0009	0.042	-0.0142
Si	9.5708	9.5708	31.5497	0.0233	-0.018	0.0126
Si	2.7345	0	0.6835	0.0025	-0.021	0.0183
Si	8.2035	0	0.6835	-0.0557	0.0541	-0.0071
Si	0	2.7345	0.6835	-0.0071	0.0057	0.0162
Si	5.469	2.7345	0.6835	0.0203	-0.0481	0.0027
Si	2.7345	5.469	0.6835	-0.011	0.0359	0.0069
Si	8.2035	5.469	0.6835	0.0065	-0.007	0.0089
Si	0	8.2035	0.6835	0.0042	-0.0023	0.0121
Si	5.469	8.2035	0.6835	-0.0516	-0.0056	0.0149
Si	4.1018	1.3673	2.0507	0.0118	0.0807	0.0048
Si	9.5708	1.3673	2.0507	0.0052	-0.0459	0.0259
Si	1.3673	4.1018	2.0507	0.0861	-0.0077	0.0226
Si	6.8362	4.1018	2.0507	0.0018	0.0245	0.0225
Si	4.1018	6.8362	2.0507	0.0558	-0.0258	0.0217
Si	9.5708	6.8362	2.0507	-0.0028	0.0206	0.0354
Si	1.3673	9.5708	2.0507	-0.0265	0.0163	0.0214
Si	6.8362	9.5708	2.0507	0.0876	0.0519	0.019
Si	0	0	3.418	-0.1466	-0.2555	-0.1837
Si	5.469	0	3.418	0.0075	-0.0691	0.174
Si	2.7345	2.7345	3.418	0.2366	0.1564	-0.4566
Si	8.2035	2.7345	3.418	0.2031	0.3103	0.0266
Si	0	5.469	3.418	0.0743	0.2372	0.263
Si	5.469	5.469	3.418	0.0753	0.2529	-0.1555
Si	2.7345	8.2035	3.418	-0.1409	-0.0654	0.281
Si	8.2035	8.2035	3.418	0.1214	0.2124	0.0578
Si	1.3759	1.3707	4.6996	-0.0031	0.0229	-0.1938
Si	6.8566	1.3879	4.7689	-0.0719	-0.0993	0.0153
Si	4.0816	4.1489	4.755	0.0394	-0.0519	-0.0609
Si	9.5698	4.1496	4.8165	-0.0874	-0.0499	-0.0578
Si	1.3502	6.8594	4.8622	-0.0265	-0.0028	0.0411
Si	6.8223	6.8818	4.7868	-0.059	0.05	-0.1068
Si	4.0946	9.5587	4.8102	0.0397	-0.0045	-0.1129
Si	9.6081	9.5477	4.8327	-0.1453	-0.0272	0.0798
Si	2.7047	0.039	6.0661	0.0482	0.0441	0.1068
Si	8.2351	0.0587	6.15	0.0931	0.0647	0.171
Si	0.1013	2.7676	6.0469	-0.0702	0.0012	0.1825
Si	5.5328	2.8392	6.0585	0.0395	0.0037	0.1885
Si	2.7578	5.492	6.1953	-0.0529	-0.0168	0.1349
Si	8.2579	5.6307	6.1722	0.0092	-0.0563	0.1179
Si	0.0316	8.2177	6.3651	0.0525	0.0549	0.0627
Si	5.451	8.214	6.2204	0.0211	-0.0974	0.088
Si	3.901	1.6648	7.2397	0.0711	0.0729	0.4191
Si	9.9333	1.2253	7.3867	0.0195	-0.0486	0.1609
Si	1.6682	3.819	7.4751	0.0625	-0.0266	0.342
Si	6.68	4.4528	7.4032	-0.0965	0.0036	0.1896
Si	4.3633	6.5549	7.5724	0.0148	-0.0138	0.2046
Si	9.264	7.1818	7.745	-0.1201	0.005	0.2657
Si	1.1901	9.9481	7.5537	-0.0734	0.0699	0.178
Si	7.0257	9.4519	7.4635	0.0736	0.064	0.1119
O	5.4681	5.4026	8.0268	0.1708	0.0438	-0.3976
O	0.012	0.0809	8.0483	0.0293	0.0101	-0.438
O	2.8278	2.7242	7.9352	-0.0125	-0.0364	-0.4856
O	8.2034	8.4222	7.9609	0.0124	-0.1596	-0.1578
O	1.3865	9.3966	24.4491	-0.1419	0.1722	0.2837
O	6.6914	4.1219	24.2606	0.1731	-0.0439	0.2232
O	6.6343	9.535	24.0933	0.0121	0.065	0.3276
O	1.4142	3.9896	24.2023	-0.0157	0.0171	0.2709
O	6.3979	10.0247	8.8873	-0.0511	0.0869	-0.0668
O	1.059	4.2636	8.9605	0.0028	-0.0082	-0.2906
O	1.9948	9.5516	8.9477	-0.0735	0.0065	-0.116
O	7.5513	4.0513	8.7551	0.0623	-0.0608	-0.0218
O	9.4489	6.7077	9.3672	0.1161	0.0327	-0.4946
O	4.5996	0.9458	8.5332	0.098	-0.0746	0.0829
O	3.7584	7.0398	9.0342	0.07	-0.0027	-0.1929
O	9.5617	2.1986	8.6717	-0.0768	0.0572	0.0275
O	4.5054	0.0628	23.413	-0.1713	0.1693	-0.4704
O	8.7301	3.1688	23.0118	-0.1538	-0.1523	-0.043
O	10.3623	5.2692	23.2151	-0.0477	-0.0348	-0.2907
O	5.2136	6.0817	23.4606	-0.0539	0.0575	-0.1164
O	8.3864	7.7784	23.2419	-0.0048	-0.0309	-0.2499
O	3.3235	2.3941	23.3334	0.0561	-0.1439	-0.1924
O	2.9459	7.4535	23.6181	0.1351	-0.1012	-0.2141
O	10.4764	-0.105	23.3249	0.0774	0.005	-0.2002
Si	-0.4245	9.1511	12.3494	-0.0451	-0.1088	-0.3541
Si	9.2159	2.7406	14.7983	0.4675	0.2013	-0.7746
Si	4.238	12.0818	14.3184	-0.2913	-0.1335	-0.8765
Si	0.0377	11.6	13.6623	0.041	-0.1345	-0.4384
Si	10.4364	4.9315	16.6678	0.3443	0.023	-0.085
Si	2.1902	4.8455	14.9076	-0.1635	0.0538	-0.5218
Si	11.0946	3.755	19.537	0.4685	0.4986	0.3897
Si	3.4143	0.9513	22.5628	0.0289	0.1034	1.1668
Si	2.0466	9.5246	10.5704	-0.0337	-0.0123	0.0245
Si	0.2219	-3.0368	20.6146	0.0482	-0.1698	0.2868
Si	7.2848	1.9734	18.6423	0.2104	0.1085	1.3426
Si	8.2266	2.7332	9.4244	0.0325	0.0172	-0.2137
Si	4.587	-0.3442	11.7277	-0.0324	-0.1222	-0.4143
Si	8.7158	6.9733	10.8159	-0.0803	0.0221	0.02
Si	1.411	4.3193	10.5447	0.1026	-0.0086	-0.1154
Si	4.99	11.3944	19.9933	-1.7142	-2.0017	0.5783
Si	11.4316	-0.2542	21.9961	0.0585	-0.4129	0.6798
Si	3.4045	6.805	10.6107	0.0061	-0.0135	-0.0432
Si	9.3665	4.4462	22.1782	0.1295	0.2585	0.8067
Si	3.5386	7.4751	15.4539	-0.1127	-0.0128	-0.1764
Si	4.8082	3.4414	15.9057	-0.5334	0.0765	-0.7344
Si	9.3958	4.147	11.8782	0.0613	0.2167	-0.3677
Si	-0.6344	0.9175	19.2935	2.6172	-0.3757	0.557
Si	15.7565	0.9144	17.159	-1.2856	-0.1801	-0.4946
Si	6.4899	4.9046	17.6955	-1.424	2.047	-0.8106
Si	0.9915	-1.7758	14.876	-0.0208	0.0633	-0.6012
Si	12.8394	2.6588	12.7219	-0.0648	0.0911	-0.5178
Si	2.1954	5.628	20.6023	-0.0092	0.0784	0.2996
Si	15.1647	6.6284	18.4681	-0.4625	0.4268	0.1666
Si	6.4996	-2.4254	14.6758	-0.1744	-0.4139	-0.6014
Si	5.5668	8.3767	20.5171	0.0382	-0.5783	0.3774
Si	8.4004	7.2042	16.8736	0.2446	0.2577	-0.4566
Si	5.9538	7.7579	11.6958	0.0473	-0.0975	-0.3797
Si	7.561	0.371	15.7676	0.689	-0.3828	-1.2533
Si	8.2993	7.2143	21.7061	0.0565	0.0716	0.464
Si	3.9824	6.7122	22.6249	-0.0218	-0.0136	0.6161
Si	5.9226	0.5697	9.3786	-0.2021	-0.0766	-0.1875
Si	9.8805	-1.2204	17.2094	0.3324	-0.6085	-0.3642
O	9.5698	7.7609	20.8604	-0.0014	0.0279	-0.1541
O	5.9276	15.5341	16.1515	0.4267	-0.1888	0.4338
O	11.7041	-1.7743	21.4828	0.033	0.1732	-0.0993
O	7.2953	14.5759	18.2365	0.9109	-4.1077	1.4325
O	5.6173	9.9913	20.5342	0.067	0.8588	-0.2727
O	8.922	-0.1614	16.4125	-0.2358	0.244	0.1972
O	7.1597	1.5563	9.1735	0.0547	0.0605	0.0697
O	0.9752	-4.3876	21.1463	-0.0319	0.0718	-0.0971
O	6.6769	-2.9593	13.1457	0.0615	0.1108	0.4582
O	12.58	4.1952	20.0821	-0.1426	-0.1719	-0.1399
O	0.5165	-2.9093	19.0113	-0.0315	0.0806	-0.1474
O	0.559	9.7171	11.1839	-0.037	0.0804	0.0967
O	-1.503	8.1784	11.6588	0.0277	0.043	0.1017
O	1.6586	4.0354	13.5943	0.0908	0.1021	0.2678
O	5.1965	9.1458	11.3653	0.0118	0.0501	0.0712
O	3.2822	5.4804	21.8017	-0.0331	-0.0519	-0.1832
O	7.1464	7.404	10.6403	-0.0921	-0.0004	0.083
O	4.3159	0.1452	18.4884	0.4521	0.3871	0.1378
O	-0.2622	10.5812	18.3348	-0.4226	0.4208	0.1948
O	1.9086	0.3679	22.5002	0.108	0.0141	-0.419
O	-1.0632	10.5374	13.0258	0.0773	0.0995	0.1867
O	4.7531	-0.018	13.312	0.0115	0.1926	0.4202
O	7.5884	7.7085	15.556	0.0802	-0.0653	0.2275
O	4.0766	0.3932	15.7938	0.3299	0.0966	0.5591
O	-2.209	-5.3108	11.748	-0.0165	-0.0168	0.0182
O	4.6608	13.4666	17.2759	0.2916	-0.0937	0.3609
O	2.2823	3.0693	11.1857	-0.0394	-0.0631	0.2456
O	2.577	8.1005	11.1217	0.0284	0.018	0.0529
O	9.2236	3.6157	13.4179	-0.1302	-0.1751	0.4385
O	5.0773	-3.0354	19.0289	0.0452	0.0017	-0.1382
O	9.6964	6.3488	16.406	-0.1345	0	0.0769
O	5.1371	5.2814	18.5595	0.6101	-0.5537	-0.081
O	9.4905	3.7412	16.0487	-0.2009	-0.0455	0.2943
O	-0.514	1.6532	14.8148	-0.215	0.052	0.2662
O	6.8059	-11.744	14.917	0.0956	0.504	0.4238
O	2.4297	8.6434	15.3662	0.0649	-0.0001	0.0904
O	6.5465	11.7408	17.0812	0.478	0.5896	1.232
O	10.9325	4.3473	11.364	-0.004	-0.0358	0.1107
O	14.6356	-3.9991	16.9731	0.1165	-0.1219	0.1618
O	5.527	0.7163	10.9504	0.0381	0.0114	-0.04
O	7.007	7.7576	20.893	-0.0982	0.0709	-0.1314
O	7.8731	1.7933	15.0011	-0.3102	-0.2758	0.3913
O	10.0745	14.8108	20.8132	-0.1259	-0.1592	-0.2627
O	1.2119	10.7062	14.3652	0.0182	-0.0313	0.2187
O	2.3673	5.5922	10.8312	-0.001	-0.0379	0.0459
O	13.8881	6.2522	14.5228	0.0464	-0.0292	0.1136
O	11.8752	5.0493	15.916	-0.116	0.0054	0.1376
O	0.3586	8.3628	13.5748	0.0768	0.0228	0.2445
O	4.4789	7.8587	21.5983	0.0752	0.2152	-0.2604
O	10.9168	9.0937	16.1301	-0.2744	0.0834	0.4088
O	0.6088	12.6109	12.5242	0.0153	-0.037	0.2212
O	8.6004	3.0531	10.9703	-0.0726	-0.0591	-0.009
O	10.6563	0.5485	20.8341	-0.5444	0.3616	-0.7371
O	10.6506	4.7016	18.2746	-0.1992	-0.0573	-0.0565
O	8.7691	1.2763	19.0591	-4.5469	1.787	-0.9643
O	2.8618	6.418	19.3312	0.1954	0.004	-0.2122
O	11.2319	-8.7032	18.9701	-0.5428	-0.457	-0.1489
O	6.111	12.5072	19.8139	3.3593	2.02	-2.2294
O	14.2439	3.9646	15.6744	0.3707	-0.1352	0.3244
O	8.2647	5.5753	21.7208	-0.0299	-0.1331	-0.1724
O	4.7655	6.6243	11.5389	0.0048	0.0066	0.0096
O	4.9617	8.1301	15.0398	0.0281	0.0672	0.1371
O	-2.0522	8.5151	17.7271	-0.0131	0.1039	0.102
O	5.2187	13.3662	14.6638	0.1108	0.132	0.3353
O	3.0432	-0.2709	11.2018	0.0415	0.0413	0.0408
O	7.4086	-4.6877	17.73	-0.1769	-0.7305	0.2561
O	3.8758	1.0368	21.0133	0.6177	0.1394	-0.7843
O	13.9115	1.7943	13.5634	0.2182	-0.0688	0.2633
H	1.3521	-3.3303	18.735	-0.0539	0.0477	0.0512

Results
free energy: -137527.686 eV
free energy less fixed offsets of H -15.97, O -568.88, Si -635.61 eV per atom: -3.016 eV

The program warned: the cutoff lies below the one the program advises for these potential files; the exchange-correlation potential is rough where the density is thin.
